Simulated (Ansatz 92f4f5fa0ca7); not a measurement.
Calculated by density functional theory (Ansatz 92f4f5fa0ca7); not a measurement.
Periodic cell of 256 atoms, Si144O112, from a study of silicon, its oxide and their interface. The atomic structure is a simulated model.
Doubt: the cutoff is far below the 930 eV that the study's wrapper takes by default for these files, so forces and energies are approximate.
This geometry differs little from another in the collection (a relaxation step or a small displacement).

Settings: functional PBE; potential files Ansatz PAW; basis plane waves; wave-function cutoff 580 eV; density cutoff ratio 5; exchange-correlation grid ratio 1; k mesh 1 x 1 x 1, Gamma-centred; self-consistency stop 5e-08 eV per atom in the density residual; occupations fixed; spin none; net charge 0.

Cell vectors (angstrom)
a	10.938	0	0
b	0	10.938	0
c	-2.638	-4.898	36.4752

Atoms and the computed forces on them: element, x, y, z (angstrom), force x, y, z (eV/angstrom)
Si	-1.5447	-5.9705	28.7515	-0.0363	0.0406	0.0127
Si	1.4423	-3.4351	28.8304	-0.0341	0.0037	-0.0959
Si	-1.758	-0.2262	28.9329	-0.2005	0.1449	-0.0605
Si	1.9062	-9.306	29.0594	0.0175	-0.0015	0.0236
Si	-6.2023	-6.7617	28.9549	0.0949	-0.0914	-0.0305
Si	-3.8163	-3.7153	28.9261	0.0837	-0.0176	-0.0273
Si	3.982	-0.8033	29.2942	0.0175	0.0697	-0.0231
Si	-4.0232	-8.9942	29.326	0.0918	-0.0735	-0.1157
Si	0.0497	-4.8451	30.1438	-0.0123	0.0054	0.0055
Si	2.7329	-2.3001	30.4786	-0.0238	0.0105	0.0486
Si	0.0503	-10.2812	30.2386	0.0547	-0.0181	-0.0146
Si	2.9585	-7.6329	30.3101	0.0046	-0.0451	-0.006
Si	-5.3163	-4.9635	30.2725	0.0285	0.0006	-0.0325
Si	-2.6653	-2.0664	30.211	-0.0046	-0.0314	-0.0024
Si	5.5406	0.4957	30.4977	-0.0338	-0.0274	-0.0352
Si	-2.5488	-7.5291	30.337	0.011	0.0205	-0.001
Si	-1.2845	-3.4888	31.6132	0.0073	-0.0181	-0.0165
Si	1.3773	-0.7806	31.6858	0.0464	-0.0072	-0.0146
Si	-1.2395	-8.9543	31.6926	-0.0287	0.028	-0.0152
Si	1.4607	-6.2318	31.5877	-0.0121	-0.0016	-0.007
Si	4.234	-3.6153	31.6963	-0.014	0.02	-0.0052
Si	6.9554	-0.8481	31.7432	0.0107	0.0294	-0.0455
Si	4.1926	1.9312	31.7694	0.0188	0.0093	-0.0804
Si	-3.9751	-6.2491	31.7173	0.0189	-0.0258	-0.0303
Si	-2.638	-4.898	33.0569	0.185	0.4466	-0.0447
Si	0.0965	-2.1635	33.0569	-0.3758	-0.0452	0.0174
Si	-2.638	-10.367	33.0569	0.2252	0.1165	-0.0571
Si	0.0965	-7.6325	33.0569	0.3897	0.3409	-0.1416
Si	2.831	-4.898	33.0569	-0.0999	-0.3277	-0.1104
Si	5.5655	-2.1635	33.0569	-0.0554	-0.471	0.1751
Si	2.831	0.571	33.0569	-0.4983	-0.1843	0.1694
Si	5.5655	-7.6325	33.0569	0.2361	0.0947	0.2611
Si	1.3673	-1.3673	3.418	-0.1684	0.0418	0.0143
Si	4.1018	1.3673	3.418	-0.0025	0.0699	-0.064
Si	1.3673	4.1018	3.418	-0.1562	-0.0117	-0.2458
Si	4.1018	-4.1018	3.418	0.2779	-0.0392	-0.1841
Si	6.8362	-1.3673	3.418	-0.0875	-0.1755	-0.271
Si	-1.3673	1.3673	3.418	0.1821	0.0348	-0.1271
Si	6.8362	4.1018	3.418	0.0788	0.2576	0.1998
Si	-1.3673	-4.1018	3.418	-0.1548	-0.1304	0.1916
Si	2.7175	0.0185	4.7698	0.009	-0.0066	0.0279
Si	5.4598	2.7546	4.7747	0.0196	-0.0064	0.0328
Si	2.7541	5.4486	4.7354	0	0.0024	0.0372
Si	5.4922	-2.7525	4.7899	-0.0022	0.0007	0.04
Si	-2.7226	-0.0258	4.7338	-0.0009	-0.0007	0.0434
Si	-0.0209	2.7683	4.7902	-0.0092	-0.0045	0.0281
Si	8.2004	5.479	4.8581	0.0116	-0.0113	0.0305
Si	-0.0148	-2.7384	4.7877	-0.0047	-0.0132	0.0312
Si	1.398	1.4208	6.1344	-0.0211	0.0287	0.011
Si	4.1023	4.112	6.1586	-0.0494	0.0139	-0.01
Si	1.3865	-4.1286	6.0758	0.0386	-0.0041	-0.0326
Si	4.0654	-1.3754	6.0929	0.0122	-0.0329	0.0043
Si	-4.0969	1.3535	6.0515	0.0357	-0.025	-0.0392
Si	-1.3912	4.0888	6.2588	0.0003	-0.0347	0.0027
Si	6.8562	-4.0723	6.2793	-0.0184	0.059	0.0194
Si	-1.3963	-1.3847	6.1607	-0.0464	0.0256	-0.0055
Si	-0.2274	0.2557	7.3389	-0.0921	0.0741	0.0696
Si	2.5689	2.9557	7.5403	-0.0265	0.0771	0.0615
Si	0.3398	-5.7185	7.4291	0.069	-0.0613	0.096
Si	2.9064	-2.9442	7.4146	0.0622	-0.0995	0.0709
Si	5.6447	-0.1824	7.3283	0.1211	-0.0799	0.1444
Si	-2.5639	2.388	7.4863	0.0684	-0.0494	0.0658
Si	5.1471	5.7501	7.4819	-0.057	0.0516	0.0816
Si	-3.0012	-2.3817	7.6238	-0.0599	0.0342	0.0149
Si	-1.2708	-6.2653	34.4242	0.1135	0.1233	-0.0492
Si	1.4637	-3.5308	34.4242	0.0198	0.0156	-0.0688
Si	-1.2708	-11.7343	34.4242	-0.0025	-0.0347	0.0312
Si	1.4637	-8.9998	34.4242	0.0516	0.0107	0.0153
Si	4.1982	-6.2653	34.4242	-0.0917	-0.0588	0.0216
Si	6.9327	-3.5308	34.4242	-0.0024	0.0019	0.0477
Si	4.1982	-0.7963	34.4242	-0.0934	-0.0762	-0.0527
Si	6.9327	1.9382	34.4242	0.0058	0.0316	-0.0127
Si	0.0965	-4.898	35.7914	-0.029	-0.0177	-0.0224
Si	2.831	-2.1635	35.7914	0.0075	-0.0013	-0.0152
Si	0.0965	-10.367	35.7914	-0.02	0.0139	-0.0233
Si	2.831	-7.6325	35.7914	0.0567	-0.0532	0.0017
Si	5.5655	-4.898	35.7914	0.0232	0.0125	-0.0269
Si	-2.638	-2.1635	35.7914	-0.0536	0.0359	-0.0022
Si	5.5655	0.571	35.7914	0.0141	0.0176	-0.0262
Si	-2.638	-7.6325	35.7914	0.0087	-0.0209	-0.026
Si	1.3673	1.3673	0.6835	0.0382	-0.0036	0.0011
Si	4.1018	4.1018	0.6835	0.0183	0.0197	0.03
Si	1.3673	-4.1018	0.6835	-0.0176	-0.0019	0.022
Si	4.1018	-1.3673	0.6835	0.0004	0.0408	0.0118
Si	6.8362	1.3673	0.6835	-0.0159	-0.0111	0.0235
Si	-1.3673	4.1018	0.6835	0.0023	-0.0136	0.019
Si	6.8362	-4.1018	0.6835	-0.0145	-0.0209	0.0104
Si	9.5708	-1.3673	0.6835	-0.0189	0.0004	0.0227
Si	0	0	2.0507	0.0067	0.0372	-0.0229
Si	2.7345	2.7345	2.0507	-0.0603	-0.0419	-0.0118
Si	0	-5.469	2.0507	0.007	-0.0148	0.0129
Si	2.7345	-2.7345	2.0507	0.0307	-0.0022	0.0296
Si	5.469	0	2.0507	0.0085	-0.0276	0.0162
Si	8.2035	2.7345	2.0507	0.0339	0.0114	0.0341
Si	5.469	5.469	2.0507	0.0364	0.0643	-0.0159
Si	8.2035	-2.7345	2.0507	-0.0515	-0.0402	-0.0049
Si	-0.392	0.2973	20.7329	0.0194	-0.0336	0.0599
Si	3.9086	1.0923	9.6646	0.0302	0.021	0.054
Si	1.6736	4.0629	17.5036	0.0068	0.0006	-0.0457
Si	2.8677	-2.7817	23.5933	-0.0014	0.0167	0.0305
Si	7.0893	1.011	17.4843	0.0238	-0.0012	-0.0576
Si	0.4666	-1.8938	19.1978	0.0031	-0.0106	0.0459
Si	3.2536	-5.1309	26.7862	-0.0325	-0.0055	-0.0905
Si	4.7954	-2.1299	13.6728	0.0074	0.002	-0.0707
Si	0.8818	4.9125	12.7179	0.0048	0.0378	0.0187
Si	5.4645	0.6293	12.302	0.0302	-0.0271	0.0395
Si	-1.0886	-6.08	25.6117	0.0343	0.0244	-0.1087
Si	-2.3934	0.9753	12.2419	-0.0073	-0.0131	0.0227
Si	0.7512	-0.1503	14.854	-0.0264	-0.005	-0.1043
Si	1.5936	-1.0739	9.5582	-0.0264	-0.0143	0.0471
Si	5.067	-4.7181	22.4689	-0.0297	-0.0243	0.0679
Si	-3.4667	-6.5266	23.5995	-0.0079	-0.0103	0.0156
Si	1.699	-7.1149	24.706	-0.0331	-0.0206	-0.0543
Si	5.8951	5.4126	10.4688	-0.0032	0.0218	0.095
Si	-3.3014	-9.4848	20.5308	-0.0158	0.0311	0.0745
Si	1.1925	-2.7049	16.3689	-0.0248	0.0099	-0.0929
Si	5.323	4.9127	15.2872	-0.0078	0.003	-0.0949
Si	7.3445	4.0829	17.075	-0.0008	0.0174	-0.0275
Si	0.4377	-2.3559	21.9069	0.0257	-0.0468	0.0895
Si	-2.2469	0.1102	14.9934	-0.0121	-0.0132	-0.1006
Si	8.193	-3.3266	10.6338	-0.0237	-0.0299	0.0865
Si	-1.1213	-5.9601	18.354	-0.0219	-0.0165	0.0205
Si	3.3704	-7.3056	22.1136	0.001	0.0076	0.091
Si	-0.6589	-5.4318	10.217	-0.0168	-0.0154	0.1206
Si	-3.4423	-4.5954	18.9882	-0.0036	-0.0254	0.032
Si	7.7109	-2.4765	13.5203	0.0133	0.003	0.0014
Si	2.0897	-8.9286	19.7972	0.0057	0.0278	0.0557
Si	4.2669	2.1247	14.6592	0.0188	-0.0117	-0.0915
Si	-0.6206	-3.6228	14.0069	-0.0273	-0.0035	-0.0826
Si	3.5993	-4.5615	17.414	-0.004	-0.0069	-0.0285
Si	-5.1751	-9.1685	22.9896	-0.0289	0.0177	0.0786
Si	3.909	-4.868	12.7724	0.0001	0.0092	-0.0099
Si	0.088	-1.0333	12.2315	-0.0259	0.013	0.0392
Si	5.1294	-2.6007	26.8507	0.0326	0.0569	-0.0335
Si	4.5069	-0.4139	16.3309	0.0104	0.0008	-0.1033
Si	5.1916	-3.0469	19.7451	-0.0024	-0.0279	0.0615
Si	0.0824	-3.2936	24.6263	0.0015	-0.0359	-0.0313
Si	1.4894	2.7787	14.6305	0.0019	-0.0034	-0.0785
Si	2.1844	-9.7622	26.1866	0.0063	-0.0099	-0.1523
Si	-2.4931	-6.5614	20.8188	-0.0154	-0.0139	0.0763
Si	8.0181	3.3492	10.3199	0.0342	0.0225	0.1269
Si	4.509	-0.4291	24.9	-0.05	0.0089	-0.0724
Si	3.3946	-0.7369	19.1618	-0.0135	-0.0103	0.0142
Si	0.1267	-1.2321	26.7544	-0.0011	0.0125	-0.1084
O	5.5778	5.0583	8.911	-0.0132	0.0154	-0.0958
O	-2.242	-3.5756	14.2171	0.0122	0.0112	0.0063
O	4.988	5.3557	13.7671	0.0176	-0.0023	0.0348
O	-2.5915	-6.314	24.9751	-0.0128	-0.0023	0.025
O	-2.6773	-4.8096	28.4518	-0.0108	-0.0045	0.0829
O	0.4221	-0.3879	8.688	0.0129	-0.0089	-0.0435
O	2.0423	-2.5662	22.1955	-0.0351	0.0064	-0.0351
O	3.7245	-3.2612	13.1382	0.0099	-0.008	0.012
O	-2.9648	-10.0571	28.5457	-0.0151	0.018	0.1391
O	-2.6104	0.6717	16.4691	-0.023	0.0089	0.0679
O	3.8789	0.9358	15.6929	-0.0024	-0.0176	0.0607
O	2.9002	0.3352	28.8108	-0.0037	-0.0181	0.0939
O	0.8236	-2.2695	27.8214	0.0099	-0.0384	0.0711
O	1.4229	4.0733	7.9642	-0.0256	0.0085	-0.1015
O	-1.3594	1.3268	7.8958	0.0124	0.002	-0.1003
O	5.4105	1.6169	13.6137	-0.0078	0.0106	0.0243
O	3.4485	-1.3062	24.0018	0.0093	0.003	0.0209
O	-2.219	2.3419	11.3864	-0.0131	0.0134	-0.0469
O	3.6715	0.5061	25.9635	0.0053	0.0038	0.0355
O	-0.6344	-4.5297	25.3826	-0.0006	0.0052	0.0369
O	6.72	2.5899	17.2936	-0.006	-0.0061	0.0205
O	-0.4867	-0.5661	19.3351	-0.0036	-0.0003	-0.0252
O	-2.3063	-6.5998	22.4307	0.0099	-0.003	-0.0418
O	2.975	-5.9886	17.8852	0.0015	0.0016	0.0131
O	0.3184	-2.4968	17.7239	-0.013	-0.0044	0.0249
O	7.0341	0.4316	11.896	-0.0105	0.002	-0.0258
O	5.9429	-0.024	16.9854	-0.0017	0.0042	0.035
O	-0.2884	-2.4043	12.9983	0.0069	0.0246	-0.0036
O	2.2245	-2.3614	8.7955	-0.0031	0.0157	-0.0496
O	-0.3888	-3.1753	23.0595	0.0089	0.0193	-0.031
O	0.0328	-0.7547	21.9311	-0.0157	0.0351	-0.042
O	5.0563	0.5207	8.6802	-0.028	0.0069	-0.0938
O	6.7442	-1.2785	7.8841	-0.0466	0.0309	-0.086
O	4.0375	-4.0373	7.9222	0.0045	0.018	-0.1013
O	-3.5757	-10.1923	19.0776	-0.005	-0.017	-0.0205
O	-0.7885	-0.5754	15.1477	0.013	0.0053	0.0585
O	-1.2059	-0.615	27.4419	0.0132	-0.0112	0.0587
O	-4.2548	-3.1845	19.0345	-0.0022	0.0088	-0.0094
O	5.4935	0.5295	24.0203	0.0122	0.0099	-0.002
O	3.2289	2.415	8.9695	0.0111	-0.0399	-0.039
O	-0.2006	-5.0476	13.4025	0.0038	-0.0211	0.0211
O	4.1628	-3.8494	18.7637	-0.0021	0.0051	-0.0023
O	0.905	1.4055	15.2853	-0.0035	-0.0005	0.0357
O	2.0196	-8.6948	24.9683	0.0087	-0.0206	0.0523
O	4.7343	-4.8831	16.2899	-0.0011	0.009	0.0431
O	-0.407	-1.9694	25.4149	0.0138	0.0267	0.0745
O	0.761	-9.5028	20.5551	-0.0017	0.0047	-0.0159
O	0.5331	4.8707	11.1257	-0.0121	0.0117	-0.0411
O	0.1952	-3.5118	15.3916	0.0307	0.0034	0.0723
O	1.6161	-1.267	15.674	0.0119	-0.0122	0.046
O	-4.4272	-3.1908	27.4797	-0.0314	0.0049	0.0432
O	1.6463	3.7909	15.8972	-0.0025	0.0163	0.0605
O	2.706	-7.7364	20.7023	-0.0253	-0.0302	-0.0677
O	-1.9142	-4.5029	18.3697	-0.0025	-0.007	0.0058
O	-2.4648	-2.6575	9.1679	0.0033	0.0086	-0.0755
O	1.8415	-8.7978	27.4829	-0.0062	0.0106	0.0744
O	-4.2219	-5.7793	18.1514	-0.0079	0.0047	-0.0063
O	4.4107	-1.7067	28.0002	0.0116	-0.0232	0.0061
O	4.8183	-0.8418	12.6529	-0.0117	0.0046	-0.0055
O	0.4011	-5.9082	17.8561	-0.0018	0.0044	0.0088
O	4.5688	-1.5887	15.1989	-0.0158	0.018	0.0766
O	-3.3468	-7.8654	20.335	0.0054	-0.0103	-0.0298
O	-4.4295	-9.8159	21.6725	0.0337	-0.0161	-0.0646
O	5.3496	-3.6852	21.236	0.0094	0.0239	-0.0743
O	0.8976	-1.5443	10.9358	0.0323	-0.0079	-0.0614
O	8.0107	-2.3136	11.906	-0.0008	-0.0056	-0.0334
O	2.1707	-4.5722	27.8744	0.009	0.004	0.0804
O	2.5077	-3.5942	16.6855	0.0122	-0.0026	0.0251
O	-3.323	-5.1875	20.513	0.0079	0.0257	-0.0467
O	6.8327	-4.2025	10.5338	0.0059	0.0237	-0.033
O	4.2563	-6.2054	27.489	-0.0139	0.003	0.0388
O	0.0734	-2.9359	20.4137	-0.0016	0.0259	-0.0584
O	4.5209	-5.1872	11.2844	0.0034	-0.009	-0.0169
O	-4.5489	-5.2962	23.2977	0.0016	-0.0018	0.0009
O	2.4239	5.4135	12.9102	-0.0023	-0.0044	-0.0022
O	2.8989	2.4732	13.8608	-0.0049	0.0025	0.0346
O	2.0119	-1.4934	19.5253	0.0126	0.001	-0.0159
O	2.755	-0.0113	9.9099	0.0098	0.0066	-0.0178
O	6.7447	4.1144	11.0255	0.0074	-0.0076	-0.0475
O	0.6136	3.4669	13.4412	0.0058	-0.0081	0.0215
O	-0.0888	-4.8892	8.7934	0.0144	-0.0036	-0.0908
O	-1.4264	-4.2217	10.9844	0.0099	0.0069	-0.0392
O	2.4919	-5.9967	25.6224	0.0541	0.0247	0.0695
O	7.7406	-1.0663	14.3609	0.0126	0.0032	0.0276
O	4.3019	-6.005	21.8377	0.0069	0.0132	-0.0262
O	3.5765	-0.9004	17.5573	-0.0057	-0.0038	0.0172
O	4.0703	-3.8805	23.4691	0.0283	-0.0163	-0.0215
O	-4.2582	-7.9701	23.6578	0.0104	0.0042	-0.0064
O	4.6635	-1.4966	19.8867	0.0053	0.0087	-0.0161
O	1.1307	-0.0645	26.2379	-0.0151	-0.0049	0.0336
O	-1.1298	-6.5413	19.9048	0.0125	0.0102	-0.0363
O	1.7363	-3.3394	24.6677	-0.0044	0.0036	0.0211
O	1.6782	-8.2718	18.3507	-0.0116	-0.0086	-0.0029
O	0.075	-6.9601	24.8685	-0.0111	-0.0099	0.0416
O	-1.104	-6.4558	27.2197	-0.0027	-0.0104	0.0812
O	5.4528	-1.549	25.6436	-0.0017	-0.0284	0.0707
O	2.1879	-6.8876	23.163	0.0117	-0.0013	-0.0022
O	4.6698	3.4346	15.5199	0.0042	0.0037	0.053
O	3.2297	-10.1043	19.5959	0.0069	-0.0137	-0.0154
O	4.6246	1.3666	11.1079	-0.045	0.002	-0.0934
O	7.5627	2.657	8.9092	-0.0029	-0.0159	-0.0791
O	1.0762	-0.2063	13.246	0.0105	-0.002	0.0345
O	-1.7627	4.3815	9.8518	-0.0115	-0.0088	-0.0552
O	4.2973	-8.5417	22.64	-0.0009	0.001	-0.0221
O	-1.9721	4.015	17.3139	0.0038	-0.0046	0.0014
O	-2.2512	1.2972	13.8546	-0.0093	-0.0044	0.032
O	4.1625	-3.8289	26.3319	0.002	-0.0184	0.0306
O	6.92	4.6745	15.5984	0.0021	-0.0147	0.0463
O	6.1843	-2.9816	13.6615	0.0044	-0.0112	0.0145
O	-1.8296	-9.9597	21.0686	0.0056	0.0016	-0.0156
O	-5.0857	-7.9495	28.5318	-0.0507	0.0282	0.0975
O	-1.2076	-0.0946	11.845	0.0076	-0.0091	-0.0182

Results
free energy: -155245.175 eV
free energy less fixed offsets of O -568.88, Si -635.61 eV per atom: -2.775 eV

The program warned: the cutoff lies below the one the program advises for these potential files; the exchange-correlation potential is rough where the density is thin.
